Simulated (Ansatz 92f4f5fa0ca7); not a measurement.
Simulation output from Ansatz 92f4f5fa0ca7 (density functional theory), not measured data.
Periodic cell of 225 atoms, Si132O91B2, from a study of silicon, its oxide and their interface. The atomic structure is a simulated model.
Doubt: the cutoff is far below the 930 eV that the study's wrapper takes by default for these files, so forces and energies are approximate.

Settings
functional: PBE
potential files: Ansatz PAW
basis: plane waves
wave-function cutoff: 580 eV
density cutoff ratio: 5
exchange-correlation grid ratio: 1
k mesh: 1 x 1 x 1, Gamma-centred
self-consistency stop: 5e-08 eV per atom in the density residual
occupations: fixed
spin: none
net charge: 0

Cell vectors (angstrom)
a  10.938  0  0
b  0  10.938  0
c  0  0  31.9494

Atoms: element, x, y, z (angstrom)
Si  10.6263  0.007  24.4141
Si  5.0794  0.1347  24.6552
Si  2.8221  2.3021  24.5291
Si  8.5685  2.443  24.5607
Si  10.7118  5.599  24.3294
Si  5.1588  5.6191  24.4495
Si  2.9873  7.9601  24.4019
Si  8.4186  7.8425  24.4125
Si  1.2937  1.1357  25.836
Si  6.8155  1.3334  25.7435
Si  3.987  4.0166  25.7349
Si  9.6877  4.0317  25.8448
Si  1.3404  6.7993  25.6722
Si  6.8077  6.7279  25.7457
Si  4.0028  9.4773  25.9479
Si  9.4847  9.4481  25.8013
Si  2.6397  -0.1267  27.2935
Si  8.1476  -0.0588  27.1482
Si  0.0828  2.667  27.2057
Si  5.4587  2.7328  27.1148
Si  2.673  5.4254  27.113
Si  8.1985  5.3796  27.135
Si  0.0191  8.1633  27.1311
Si  5.5159  8.151  27.1756
Si  4.0957  1.3432  28.4957
Si  9.5456  1.3306  28.4994
Si  1.3986  4.0741  28.5721
Si  6.8166  4.069  28.5299
Si  4.0878  6.7814  28.4809
Si  9.566  6.7911  28.4754
Si  1.2906  9.4786  28.6423
Si  6.8306  9.5397  28.5702
Si  -0.0319  -0.0052  29.9152
Si  5.4615  -0.0038  29.8961
Si  2.7666  2.7197  29.9055
Si  8.1972  2.7189  29.8872
Si  -0.007  5.4558  29.8898
Si  5.4615  5.457  29.888
Si  2.7512  8.1621  29.9061
Si  8.2264  8.1798  29.8899
Si  1.3673  1.3673  31.2657
Si  6.8362  1.3673  31.2657
Si  4.1018  4.1018  31.2657
Si  9.5708  4.1018  31.2657
Si  1.3673  6.8362  31.2657
Si  6.8362  6.8362  31.2657
Si  4.1018  9.5708  31.2657
Si  9.5708  9.5708  31.2657
Si  2.7345  0  0.6835
Si  8.2035  0  0.6835
Si  0  2.7345  0.6835
Si  5.469  2.7345  0.6835
Si  2.7345  5.469  0.6835
Si  8.2035  5.469  0.6835
Si  0  8.2035  0.6835
Si  5.469  8.2035  0.6835
Si  4.0767  1.3811  2.075
Si  9.5889  1.3498  2.0443
Si  1.3631  4.1182  2.0749
Si  6.8248  4.1367  2.0413
Si  4.0898  6.8412  2.0389
Si  9.5681  6.8552  2.0771
Si  1.3719  9.5972  2.0603
Si  6.8538  9.6065  2.0636
Si  0.0299  0.0274  3.468
Si  5.4712  0.0294  3.4439
Si  2.6635  2.7175  3.4731
Si  8.2401  2.7817  3.3153
Si  0.0236  5.5164  3.4774
Si  5.461  5.5195  3.4252
Si  2.7433  8.2276  3.3882
Si  8.2903  8.3346  3.4484
Si  1.2905  1.368  4.9125
Si  6.8976  1.4592  4.7025
Si  4.0492  4.1319  4.7702
Si  9.6002  4.058  4.762
Si  1.3498  6.984  4.8202
Si  6.8465  6.9906  4.7215
Si  4.0888  9.5725  4.7798
Si  9.7096  9.6411  4.9135
Si  2.6881  -0.1078  6.1977
Si  8.3507  0.2461  6.1052
Si  -0.1696  2.6836  6.3362
Si  5.5107  2.8067  6.0771
Si  2.6811  5.5463  6.0978
Si  8.3065  5.6349  5.9245
Si  0.25  8.3986  6.422
Si  5.5271  8.315  6.2047
Si  4.356  1.1199  7.2963
B  9.2437  1.6669  7.2753
Si  1.0817  4.4009  7.4482
Si  6.6633  4.5799  7.2051
Si  4.2601  6.7018  7.468
Si  9.826  6.7049  7.4452
B  1.8346  9.4606  7.4684
Si  6.785  10.0223  7.3748
O  9.59  1.2505  23.9769
O  4.1095  6.813  23.9441
O  4.0141  1.2509  24.0257
O  9.5415  6.7148  23.8928
O  -0.0293  5.5378  7.9596
O  5.5609  0.1092  7.8239
O  5.4428  5.5762  7.6639
O  7.4943  4.3169  8.5887
O  8.7987  7.1311  8.6941
O  2.3215  9.2727  8.7555
O  8.6895  1.9504  8.5175
O  7.6401  9.5291  8.7024
O  3.5967  1.7815  8.5912
O  3.6678  7.0846  8.9788
O  2.0166  3.9435  8.7499
O  8.1364  3.495  23.3562
O  0.4544  4.9461  22.945
O  1.9039  2.7573  23.2401
O  5.8259  4.9107  23.1133
O  5.534  10.0108  23.4865
O  2.4423  8.6931  23.0159
O  0.1907  10.0766  23.0776
O  7.7888  8.5829  23.067
Si  8.6604  7.7011  18.4325
Si  8.7889  6.3409  13.5941
Si  3.7947  1.5373  14.7108
Si  2.1322  5.7518  17.6132
Si  2.4222  3.1503  19.4842
Si  9.8229  9.0336  12.0774
Si  1.3314  9.426  22.0702
Si  9.173  0.9637  13.206
Si  1.4385  5.0613  12.9783
Si  1.8168  8.2737  12.7592
Si  6.6584  9.5651  22.4143
Si  4.5257  4.6002  15.6896
Si  8.136  3.1564  9.4986
Si  0.8423  8.2542  19.251
Si  6.958  1.3571  21.0772
Si  8.2654  8.3543  9.642
Si  10.901  5.1949  15.5792
Si  7.5706  9.4881  16.3018
Si  9.9367  2.0723  20.2849
Si  3.2838  8.4365  9.8401
Si  6.7014  3.3582  17.398
Si  1.1683  0.2176  19.7965
Si  3.2259  2.8037  12.2631
Si  7.2193  5.4007  19.6798
Si  5.7817  8.6513  11.5087
Si  5.7845  6.0545  13.1682
Si  4.6379  9.7083  17.6062
Si  1.0266  3.6103  22.1677
Si  4.9043  1.4881  18.7868
Si  3.158  3.0541  9.4843
Si  6.4504  10.8059  13.7716
Si  10.3577  0.103  15.9679
Si  5.6308  3.6492  11.1023
Si  9.8435  3.875  11.8743
Si  2.3538  9.9176  15.5135
Si  6.0783  8.1314  19.7891
Si  6.9328  3.9765  22.3704
Si  9.7663  2.7709  17.3499
O  7.199  6.3551  13.9358
O  1.8821  7.0665  18.661
O  10.3258  3.9981  16.4783
O  6.1725  9.9582  17.0402
O  10.1515  0.7092  14.4745
O  8.4522  6.1213  18.8588
O  5.1643  0.6728  14.4028
O  5.7316  2.0594  17.5118
O  8.3507  1.9576  20.5344
O  1.9957  4.3071  18.3977
O  6.9316  2.8008  10.5659
O  4.8585  2.6796  12.1653
O  6.0258  4.4001  16.3375
O  4.51  3.9192  9.9062
O  10.6933  2.7907  21.5428
O  9.7202  6.1282  14.9333
O  6.0103  6.4952  19.8308
O  4.0892  0.1763  18.2605
O  9.259  10.5512  12.2847
O  2.8652  4.3548  12.6598
O  1.9144  10.7076  21.2025
O  3.9993  2.727  19.3678
O  0.7403  10.0294  15.9391
O  1.2759  9.8129  18.8268
O  1.7176  1.6714  19.2678
O  8.947  10.3697  16.483
O  4.875  8.5894  18.7796
O  9.6009  8.785  10.4792
O  6.7496  4.0957  18.847
O  2.8357  1.7247  13.3899
O  5.8329  8.7822  21.2533
O  2.5091  2.4314  10.853
O  7.6131  4.8567  21.1687
O  5.2263  7.4653  12.517
O  0.4384  9.0778  12.5013
O  7.579  1.05  13.5768
O  7.1065  9.6213  14.7306
O  8.9777  5.0276  12.6373
O  8.0889  8.0255  16.9023
O  6.217  2.5771  21.8902
O  2.4819  9.0668  14.0716
O  0.4245  4.4754  11.8391
O  0.8162  8.3229  20.9238
O  9.4027  3.7446  10.319
O  9.658  2.3831  12.5443
O  7.6234  8.5705  19.3808
O  2.5325  8.2509  11.2823
O  3.9874  3.0535  15.358
O  0.874  4.5216  14.4086
O  10.0608  3.0088  18.9411
O  9.1554  7.7958  12.9292
O  10.5169  0.5494  20.0731
O  6.0079  5.0205  11.9053
O  8.1644  2.7653  17.0012
O  3.5246  5.479  16.7035
O  4.7101  9.0929  10.3341
O  1.5725  6.6842  13.0914
O  4.761  5.4861  14.3221
O  2.0567  3.8601  20.9161
O  10.5469  1.3865  16.9622
O  0.9308  6.0701  16.5493
O  7.3503  10.9572  21.9171
O  5.9349  0.9159  19.906
O  6.0818  10.0105  12.3827
O  2.8475  0.5433  15.5801
O  7.0996  8.0104  10.7493
O  10.2451  8.025  18.678
O  3.4556  9.1982  16.5534

Results
free energy: -135977.804 eV
free energy less fixed offsets of B -154.04, O -568.88, Si -635.61 eV per atom: -1.124 eV

Forces (eV/angstrom), in the order of the atoms: element, x, y, z
Si  0.0139  0.0306  -0.0052
Si  -0.0125  0.0142  0.0233
Si  0.008  -0.0114  -0.0058
Si  0.0087  -0.0092  0.0131
Si  -0.0348  -0.0168  0.0273
Si  -0.0204  0.0176  -0.0133
Si  0.0126  -0.0028  0.0347
Si  0.002  -0.0421  -0.0016
Si  0.0101  -0.0079  0.0443
Si  0.0269  0.0037  -0.0242
Si  0.0065  0.0181  -0.0134
Si  0.027  0.0091  0.01
Si  0.0274  0.0136  -0.0295
Si  0.0056  0.0096  0.0271
Si  0.0037  -0.0062  0.0232
Si  0.018  0.0164  -0.0094
Si  -0.0335  -0.022  0.0152
Si  -0.0805  -0.0356  -0.0021
Si  0.014  0.0157  0.0089
Si  0.0212  0.0042  -0.0241
Si  -0.0406  -0.0449  -0.0311
Si  -0.0279  -0.0247  -0.0327
Si  -0.0268  -0.0227  -0.0226
Si  0.0009  0.0128  -0.0053
Si  -0.0706  -0.0717  0.0469
Si  0.029  0.046  0.0362
Si  -0.1111  0.0002  -0.0835
Si  -0.013  0.0159  -0.0254
Si  0.0253  0.0762  0.0578
Si  -0.0507  0.0087  0.0867
Si  0.1053  0.1086  -0.211
Si  -0.0178  0.0004  -0.0823
Si  -0.0206  0.0869  0.0493
Si  0.0078  0.032  -0.0025
Si  0.0237  -0.0861  0.0189
Si  0.038  -0.0063  0.0123
Si  0.0605  0.027  -0.0077
Si  0.0145  0.0145  0.0033
Si  0.0972  -0.0924  0.0367
Si  0.0352  -0.0473  0.0003
Si  0.0804  0.0287  -0.1014
Si  0.005  -0.0645  -0.0141
Si  0.1191  -0.05  0.0694
Si  -0.0701  -0.1071  -0.0747
Si  -0.0418  -0.2104  0.0362
Si  0.0288  -0.0438  -0.1568
Si  -0.0115  -0.0193  -0.0277
Si  -0.19  -0.1524  0.144
Si  -0.0072  0.0597  0.0216
Si  -0.0389  0.0458  -0.1032
Si  0.0765  0.094  0.1009
Si  -0.1313  0.1024  0.1838
Si  -0.082  -0.1632  0.0227
Si  -0.0303  0.2358  0.0451
Si  0.0723  0.107  0.1782
Si  0.2019  0.125  0.174
Si  0.0379  0.0125  0.0256
Si  0.0556  0.0024  -0.0764
Si  -0.0631  0.0652  0.0161
Si  -0.1194  0.0614  -0.0765
Si  0.0493  0.0098  -0.0416
Si  -0.0069  -0.0448  0.0417
Si  -0.0697  -0.0327  -0.0907
Si  -0.1448  0.0002  -0.0015
Si  -0.0226  -0.0125  -0.3028
Si  0.0157  0.0238  -0.118
Si  0.1692  0.0389  -0.0019
Si  -0.0135  -0.073  0.2148
Si  -0.0365  -0.0332  -0.1616
Si  0.0543  -0.0584  0.0275
Si  0.0018  0.0362  0.0575
Si  -0.0916  -0.1563  0.0039
Si  0.1874  0.098  0.1622
Si  -0.1473  0.1379  -0.1452
Si  0.0933  0.0431  -0.0993
Si  -0.1387  0.2195  -0.1813
Si  0.1429  -0.1508  -0.1007
Si  -0.0017  0.0021  -0.1264
Si  0.1974  -0.1124  -0.0857
Si  -0.1434  -0.0768  0.1295
Si  0.068  0.2224  -0.0842
Si  -0.0622  -0.1974  -0.0291
Si  0.3313  0.1538  0.0184
Si  0.0729  -0.0587  0.041
Si  -0.0815  -0.0225  0.0716
Si  0.0364  -0.0211  0.0785
Si  -0.0765  0.0419  0.2374
Si  -0.0776  0.1198  0.0523
Si  0.2903  0.3023  -0.0783
B  -0.2461  0.1217  0.6797
Si  0.3163  0.2542  0.0831
Si  -0.1461  0.0046  -0.3003
Si  0.1608  -0.1451  -0.2211
Si  -0.2453  -0.2055  0.0401
B  -0.0759  -0.0855  0.5267
Si  -0.2512  -0.311  -0.0631
O  -0.0197  -0.0148  -0.003
O  0.0014  -0.0245  -0.0089
O  0.0008  0.0065  -0.0042
O  0.0075  0.0032  -0.0096
O  -0.0539  -0.0114  0.0992
O  -0.0104  0.0145  0.2921
O  0.011  0.0846  0.1933
O  0.1811  -0.2077  0.1846
O  -0.0264  0.0152  0.0167
O  -0.0699  -0.0382  -0.5513
O  -0.0147  -0.1597  -0.6019
O  0.0129  0.035  0.0583
O  -0.0102  -0.0661  0.0363
O  -0.1662  0.2175  0.2258
O  -0.0515  -0.0145  -0.0117
O  -0.001  0.0024  -0.0111
O  0.0072  -0.0012  -0.0127
O  -0.0002  -0.0134  0.0048
O  0.0069  -0.0061  -0.0082
O  -0.0249  0.0029  0.0195
O  -0.0092  0.0104  -0.0195
O  0.0094  -0.0188  -0.0112
O  0.0011  0.0072  0.0037
Si  0.0052  -0.0088  0.0296
Si  0.0162  0.028  0.045
Si  -0.0011  0.0107  0.0348
Si  -0.0008  -0.001  0.0409
Si  -0.0039  -0.0071  0.0276
Si  -0.0287  0.0086  -0.027
Si  -0.0025  -0.0061  0.0289
Si  -0.013  -0.034  0.0007
Si  0.0105  -0.027  0.0445
Si  -0.0784  0.0112  0.163
Si  0.0062  -0.004  0.0102
Si  -0.0038  0.0014  0.0476
Si  0.0071  0.2966  0.172
Si  0.0007  0.005  0.038
Si  0.0019  0.0057  0.0245
Si  0.038  -0.0229  -0.1069
Si  0.0062  -0.0096  0.0533
Si  -0.0032  -0.0133  0.0453
Si  -0.0038  -0.007  0.0291
Si  0.1058  -0.1832  0.1596
Si  -0.0038  -0.0053  0.0379
Si  0.0011  -0.0051  0.0271
Si  -0.0223  -0.0132  -0.0246
Si  0.003  0.0001  0.03
Si  0.1036  0.0095  0.0633
Si  -0.0047  -0.0029  0.0735
Si  0.0067  0.0016  0.0428
Si  -0.0068  0.0046  0.0203
Si  0.0075  0.0015  0.0318
Si  -0.0413  0.0056  -0.0801
Si  0.0131  -0.0013  0.0343
Si  0.0025  -0.0022  0.0464
Si  -0.1482  0.0202  0.0005
Si  0.0476  0.0278  0.1527
Si  0.01  0.01  0.061
Si  -0.0002  -0.0054  0.0265
Si  -0.007  -0.0062  0.0279
Si  -0.0076  0.0047  0.0459
O  -0.0012  -0.0053  -0.0131
O  0.0045  -0.0117  -0.02
O  0.0132  0.0062  -0.0289
O  0.0108  0.0021  -0.0256
O  -0.0108  0.0157  -0.0489
O  0.0033  0.0012  -0.0151
O  0.0136  -0.0086  -0.0208
O  0.0037  0.0017  -0.0219
O  0.0051  -0.0004  -0.0121
O  -0.0018  0.0126  -0.0249
O  0.1471  -0.0785  -0.0962
O  0.0604  0.012  -0.0208
O  -0.0081  0.0076  -0.0256
O  0.0711  0.0151  0.0071
O  -0.0042  -0.003  -0.0127
O  -0.0108  0.0045  -0.0312
O  0  0.0007  -0.0105
O  0  -0.0099  -0.0205
O  0.0024  0.014  -0.0051
O  -0.0063  0.0136  -0.0022
O  -0.0022  0.0056  -0.0144
O  0.0048  -0.0028  -0.0132
O  0.0043  -0.0041  -0.0215
O  -0.0005  -0.0039  -0.0169
O  0.0024  0.003  -0.0112
O  0.0091  0.0048  -0.0227
O  -0.0064  0.0077  -0.0228
O  0.0339  0.0251  0.0209
O  -0.0032  -0.0097  -0.0259
O  -0.0092  -0.0091  -0.0087
O  0.0006  -0.0077  -0.017
O  0  -0.016  0.0255
O  0.002  0.006  -0.0226
O  -0.0283  0.0277  -0.0539
O  0.0309  -0.0022  -0.0061
O  0.0007  0.0094  -0.0152
O  -0.0098  0.0087  -0.0293
O  -0.0067  -0.027  -0.0545
O  -0.0026  0.0066  -0.0306
O  0.0016  -0.0099  -0.0176
O  -0.0072  -0.0142  -0.0534
O  -0.0337  -0.0092  -0.0389
O  -0.0016  -0.0037  -0.0298
O  -0.022  -0.1151  -0.098
O  0.0045  0.0231  -0.0412
O  0.0038  -0.0007  -0.0164
O  0.0397  0.0416  -0.2156
O  -0.0035  -0.0132  -0.0261
O  0.0044  0.0043  -0.0276
O  0.0011  0.0018  -0.0346
O  0.0005  -0.0165  -0.0122
O  -0.0002  0  -0.0129
O  0.0364  -0.0324  -0.0621
O  0.0006  -0.004  -0.0182
O  0.0121  -0.0066  -0.0269
O  -0.1103  0.016  -0.0898
O  0.0113  0.0336  -0.0419
O  0.0103  0.0159  -0.0338
O  0.0098  -0.0027  -0.0253
O  0.0011  -0.0175  -0.0253
O  -0.0109  -0.0077  -0.0298
O  0.0014  0.0021  -0.0096
O  -0.0116  0.0008  -0.0251
O  -0.0239  -0.019  -0.0576
O  0.0008  0.0007  -0.0239
O  -0.0736  0.0151  0.0311
O  -0.006  -0.0011  -0.0166
O  -0.0192  -0.0028  -0.0306

The program warned: the cutoff lies below the one the program advises for these potential files; the forces do not sum to zero within the program's tolerance; the exchange-correlation potential is rough where the density is thin.
